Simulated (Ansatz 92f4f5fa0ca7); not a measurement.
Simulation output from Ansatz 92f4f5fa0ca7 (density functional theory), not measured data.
Periodic cell of 208 atoms, Si128O80, from a study of silicon, its oxide and their interface. The atomic structure is a simulated model.
Doubt: the cutoff is far below the 930 eV that the study's wrapper takes by default for these files, so forces and energies are approximate.
This geometry differs little from another in the collection (a relaxation step or a small displacement).

Settings
functional: PBE
potential files: Ansatz PAW
basis: plane waves
wave-function cutoff: 580 eV
density cutoff ratio: 5
exchange-correlation grid ratio: 1
k mesh: 1 x 1 x 1, Gamma-centred
self-consistency stop: 5e-08 eV per atom in the density residual
occupations: fixed
spin: none
net charge: 0

Cell vectors (angstrom)
a  10.938  0  0
b  0  10.938  0
c  4.1972  -4.5648  31.0103

Atoms and the computed forces on them: element, x, y, z (angstrom), force x, y, z (eV/angstrom)
Si  5.3407  -5.6084  23.6448  -0.077  0.1022  -0.1108
Si  8.0229  -2.9258  23.7064  -0.103  0.0875  -0.2509
Si  5.7955  -0.7174  23.5812  0.0535  -0.0964  0.0133
Si  8.6253  -8.9401  23.5663  0.1121  -0.0964  -0.0479
Si  0.3103  -6.2287  23.4693  0.0802  -0.1003  -0.07
Si  3.0436  -3.453  23.493  0.0812  -0.0378  0.0173
Si  10.8305  -0.2814  23.4445  -0.095  0.1329  -0.1054
Si  2.581  -8.4653  23.4175  -0.1739  0.0948  -0.1399
Si  6.8904  -4.51  24.9971  -0.0477  0.0232  0.0484
Si  9.6891  -1.7922  24.879  -0.0272  0.0391  0.0654
Si  6.9573  -10.0383  24.8463  0.035  -0.0545  0.0142
Si  9.7131  -7.3346  24.8814  0.0593  -0.05  0.0176
Si  1.4528  -4.6111  24.7997  0.0549  -0.0399  0.0016
Si  4.1747  -1.8574  24.8494  0.0422  -0.0465  0.0258
Si  12.4007  0.8959  24.7829  -0.0415  0.0245  0.0556
Si  4.1681  -7.3112  24.7849  0.0023  0.0414  0.0489
Si  5.5214  -3.1594  26.3034  -0.0098  0.0285  -0.0468
Si  8.3092  -0.4498  26.2565  -0.0227  -0.0089  -0.0472
Si  5.56  -8.6586  26.1844  -0.0067  -0.0025  -0.0078
Si  8.3132  -5.9477  26.2213  -0.0252  0.0328  0.0093
Si  11.0494  -3.2174  26.1956  -0.0235  0.0286  -0.0093
Si  13.7577  -0.4562  26.1921  0.0168  -0.0085  -0.0375
Si  11.0653  2.2415  26.2424  0.0175  0.0066  -0.0153
Si  2.8269  -5.9479  26.2134  -0.0151  -0.0058  -0.0042
Si  4.1972  -4.5648  27.592  -0.2674  -0.1715  0.2529
Si  6.9317  -1.8303  27.592  0.0474  0.2292  0.3577
Si  4.1972  -10.0338  27.592  -0.0043  0.0089  -0.2844
Si  6.9317  -7.2993  27.592  -0.0318  -0.0518  -0.1553
Si  9.6662  -4.5648  27.592  0.0701  -0.0357  -0.1247
Si  12.4007  -1.8303  27.592  0.0322  -0.0225  -0.2332
Si  9.6662  0.9042  27.592  0.0892  0.0782  0.2759
Si  12.4007  -7.2993  27.592  0.1106  -0.0671  0.1148
Si  1.3673  -1.3673  3.418  -0.2669  -0.0806  -0.0326
Si  4.1018  1.3673  3.418  0.0146  0.1278  -0.0967
Si  1.3673  4.1018  3.418  0.2428  0.0021  0.062
Si  4.1018  -4.1018  3.418  -0.0686  -0.1024  0.0073
Si  6.8362  -1.3673  3.418  0.1547  0.0255  0.0837
Si  -1.3673  1.3673  3.418  -0.0364  -0.191  0.0861
Si  6.8362  4.1018  3.418  -0.2185  -0.2256  -0.284
Si  -1.3673  -4.1018  3.418  0.2301  0.3888  -0.2426
Si  2.6444  0.08  4.7439  0.0836  -0.0588  0.0407
Si  5.5365  2.6598  4.8019  -0.0094  0.0197  0.017
Si  2.7638  5.4502  4.8192  -0.0266  0.0324  0.0228
Si  5.4582  -2.7289  4.7652  -0.036  0.032  0.0622
Si  -2.7176  -0.0223  4.8278  -0.0268  0.0139  0.0371
Si  0.02  2.7163  4.7624  -0.0557  0.0639  0.069
Si  8.1311  5.5497  4.6869  0.0178  -0.0505  0.0703
Si  0.0347  -2.7674  4.8348  -0.0312  0.0383  0.0072
Si  1.3221  1.3992  6.2559  -0.0232  0.0246  -0.0867
Si  4.1701  4.057  6.1242  0.074  -0.0112  -0.0322
Si  1.4236  -4.1484  6.2675  0.0108  -0.014  0.0292
Si  4.0424  -1.3131  5.991  -0.0714  0.0537  -0.0176
Si  -4.0601  1.2848  6.2919  -0.0192  -0.0238  0.025
Si  -1.4128  4.159  5.9054  -0.0224  0.0337  -0.0095
Si  6.8008  -4.0888  6.1587  0.0084  -0.0023  -0.0665
Si  -1.362  -1.3772  6.2149  0.0446  -0.0581  0.0475
Si  0.2094  -0.2361  7.5886  -0.0168  -0.1324  0.0466
Si  3.0161  2.53  7.4599  0.0964  -0.0886  0.1777
Si  -0.3195  -5.3105  7.3687  -0.16  0.0105  -0.0713
Si  2.568  -2.4229  7.4362  0.0027  0.1837  -0.0517
Si  5.1391  0.1236  7.4889  -0.1512  0.0603  -0.0178
Si  -2.8164  3.001  7.3608  -0.0119  0.1437  0.0127
Si  5.7851  5.1564  7.4424  0.0498  -0.0987  0.0706
Si  -2.538  -3.0021  7.4902  0.1045  0.0211  -0.0133
Si  5.5645  -5.932  28.9593  -0.0255  0.0091  -0.0207
Si  8.299  -3.1975  28.9593  -0.026  0.017  -0.0235
Si  5.5645  -11.401  28.9593  0.0972  0.0289  0.0084
Si  8.299  -8.6665  28.9593  0.0161  -0.0291  -0.0061
Si  11.0335  -5.932  28.9593  0.0128  0.0004  -0.0116
Si  13.768  -3.1975  28.9593  -0.0316  -0.067  0.0052
Si  11.0335  -0.463  28.9593  -0.0655  -0.0177  -0.0127
Si  2.83  2.2715  28.9593  0.0065  0.0687  -0.0114
Si  6.9317  -4.5648  30.3265  0.0113  -0.0125  -0.0152
Si  9.6662  -1.8303  30.3265  0.0204  0.0072  -0.006
Si  6.9317  -10.0338  30.3265  -0.0179  0.0035  -0.0124
Si  9.6662  -7.2993  30.3265  -0.0454  0.0217  -0.023
Si  12.4007  -4.5648  30.3265  0.0018  0.0123  -0.0146
Si  4.1972  -1.8303  30.3265  0  0.0148  -0.0306
Si  1.4627  0.9042  30.3265  0.0264  -0.0193  -0.0242
Si  4.1972  -7.2993  30.3265  0.0071  -0.0379  -0.0024
Si  1.3673  1.3673  0.6835  0.0145  -0.0078  0.0522
Si  4.1018  4.1018  0.6835  -0.0611  0.0419  -0.0323
Si  1.3673  -4.1018  0.6835  0.0226  0.0142  0.0315
Si  4.1018  -1.3673  0.6835  0.0381  -0.0237  0.0184
Si  6.8362  1.3673  0.6835  -0.0133  -0.0133  0.0352
Si  -1.3673  4.1018  0.6835  0.0188  -0.0401  0.012
Si  6.8362  -4.1018  0.6835  0.0186  -0.0191  0.0471
Si  9.5708  -1.3673  0.6835  -0.0454  0.0567  -0.0326
Si  0  0  2.0507  -0.1149  -0.1603  -0.0248
Si  2.7345  2.7345  2.0507  0.1667  0.1299  -0.0266
Si  0  -5.469  2.0507  -0.0321  0.0176  0.0354
Si  2.7345  -2.7345  2.0507  -0.0038  0.0244  0.0377
Si  5.469  0  2.0507  -0.085  -0.0278  0.033
Si  8.2035  2.7345  2.0507  0.016  0.0757  0.0194
Si  5.469  5.469  2.0507  -0.1191  -0.1658  -0.0265
Si  8.2035  -2.7345  2.0507  0.1587  0.1049  -0.0354
Si  8.3093  -4.9037  16.6147  -0.0049  -0.0237  0.0209
Si  -0.8951  3.6202  9.5751  -0.0208  0.0063  0.1065
Si  2.3293  -2.708  18.5124  0.0168  -0.0067  -0.0274
Si  4.5769  -9.7377  21.4053  0.0169  0.0301  -0.0357
Si  -0.3293  -0.6295  10.54  -0.0023  -0.0153  0.0803
Si  11.0395  -3.5135  16.4741  0.0082  -0.0059  -0.0049
Si  1.9389  2.79  10.272  0.0173  -0.0316  0.0986
Si  7.6402  0.6891  16.8643  -0.0276  0.0082  -0.0175
Si  -2.4276  -2.6473  10.4711  0.001  0.0049  0.0875
Si  5.272  -4.6994  10.3713  -0.0082  0.006  0.0884
Si  9.7569  -4.3651  21.4144  -0.0768  0.0061  -0.0075
Si  4.5094  -5.536  14.8413  0.0085  -0.0032  -0.0023
Si  7.4552  -5.3782  19.5332  -0.0093  0.0114  -0.0653
Si  4.2535  -7.1095  17.4223  0.0178  0.0249  -0.0107
Si  4.049  -1.0373  16.3896  -0.0159  0.0017  -0.0123
Si  1.7841  -7.9282  15.8875  0.0327  0.0024  -0.0199
Si  -2.6806  3.9303  14.2139  -0.0014  0.0275  -0.012
Si  8.1059  5.3454  11.4215  0.0249  0.0266  0.0232
Si  5.2169  -9.8748  18.3903  -0.0074  0.0133  -0.0394
Si  6.4733  1.4564  14.0618  0.016  -0.0213  -0.0052
Si  5.9493  -3.3662  16.0195  -0.0157  -0.0138  0.0008
Si  9.9777  -8.9984  15.763  -0.0224  0.0015  -0.0319
Si  9.5196  -0.9786  15.4049  -0.003  -0.0095  -0.0406
Si  3.3925  0.8294  14.1379  -0.0145  -0.0165  -0.0277
Si  1.7102  -5.1565  14.5444  0.0051  0.0195  -0.0387
Si  12.0749  -2.2058  21.2335  -0.0077  -0.0091  -0.061
Si  6.8081  -7.435  21.5685  0.01  0.0125  -0.0675
Si  4.5252  -1.8795  9.7398  0.0016  0.02  0.085
Si  4.7733  -4.4835  18.7842  0.0253  0.0039  -0.0222
Si  2.5344  -0.057  11.2832  -0.0454  0.007  0.0373
Si  -2.4901  -0.605  12.5853  0.0038  0.0029  -0.0046
Si  3.1539  4.9702  12.2183  -0.0034  0.0192  0.0251
O  -2.4938  4.93  12.9525  0.0069  -0.0099  -0.008
O  4.0997  1.3502  7.9184  0.0948  -0.0182  -0.0582
O  12.3865  -7.3316  22.9403  0.0529  -0.0336  0.0848
O  -1.7602  2.6164  8.5912  -0.011  0.0076  -0.0319
O  2.3632  -2.8148  22.1327  -0.0192  0.0104  0.0141
O  3.4222  -2.6899  8.8242  0.0075  -0.011  0.0116
O  5.4003  -1.8409  15.9032  0.0096  -0.0043  0.0007
O  3.1565  -9.2017  22.0322  0.0476  -0.0136  0.0688
O  -1.3912  -4.1404  7.812  0.0528  -0.0249  -0.0352
O  11.4421  -0.9198  22.0341  0.0134  -0.0129  0.0613
O  -0.324  0.1866  9.1068  0.0026  0.0311  -0.0208
O  10.4868  -5.6531  22.1152  -0.0374  0.0462  0.0157
O  6.9706  4.0805  7.9036  -0.0169  -0.0385  -0.0437
O  8.8443  -4.771  20.1287  0.0242  0.0075  0.0876
O  12.0863  -3.5443  17.7329  -0.015  0.0047  -0.0004
O  3.3421  -0.5347  15.025  0.0015  0.004  0.0028
O  5.4142  -0.8167  8.8376  -0.0119  -0.0127  -0.0052
O  4.8985  1.2951  13.7126  -0.0016  0.006  -0.0046
O  4.2055  -4.5529  23.0201  0.0557  -0.0456  0.0696
O  2.4767  3.3186  8.8175  0.0046  0.0068  -0.1023
O  11.355  -8.5565  16.4878  -0.0018  0.002  0.0149
O  8.7092  -3.6687  22.427  0.0218  0.0141  0.1049
O  2.5817  0.4754  12.7988  0.0043  0.0081  0.0038
O  4.2446  4.6356  13.4155  0.003  -0.0012  0.0041
O  -1.4134  2.9385  14.5408  0.0136  -0.009  0.006
O  6.9405  3.0123  13.8986  0  0.005  0.0022
O  -1.9678  -1.4277  13.9216  0.0079  -0.0078  0.027
O  5.6148  -8.509  21.5182  -0.0056  -0.0317  0.037
O  7.8011  -2.6139  8.9878  -0.0186  -0.0034  -0.0102
O  2.7032  -7.5356  17.1677  -0.0198  -0.0079  0.0113
O  8.1085  -8.1546  22.217  -0.0456  0.0243  0.0383
O  5.1422  -5.1962  8.8287  0.0146  -0.0081  -0.0315
O  -1.2658  0.0797  11.705  0.0006  0.011  -0.0282
O  4.5242  0.7617  19.8356  -0.0064  0.0134  0.0251
O  6.6391  -9.9066  15.6224  0.0082  0.0023  0.0124
O  10.2511  0.4588  15.1301  0.0104  0.0109  0.006
O  5.1578  -8.3089  18.0081  0.0003  -0.011  0.0199
O  3.8673  -5.0314  11.1143  0.027  0.0078  -0.0492
O  11.5923  -4.0497  15.0329  0.0056  -0.0017  0.0069
O  2.6076  3.6165  11.5081  -0.0058  -0.0073  -0.0311
O  7.6458  -5.5507  17.939  0.0029  0.002  0.0187
O  -0.0683  4.7798  8.7579  0.0006  -0.0028  0.001
O  3.4836  -3.6079  19.2639  -0.0181  0.0096  0.0187
O  4.2508  -6.0077  18.6112  -0.0005  -0.0129  -0.004
O  -2.0416  4.2435  10.5338  0.0182  0.0115  -0.0403
O  6.2901  -6.1443  22.4112  -0.023  -0.0261  0.0552
O  5.2019  -3.954  17.3224  0.0092  0.0003  -0.0083
O  4.9167  -6.6135  16.0022  -0.0147  0.009  0.0135
O  6.4966  5.4362  11.1105  -0.0149  -0.0041  -0.0498
O  2.4542  1.2518  10.3239  0.0114  -0.0124  -0.0229
O  6.096  -4.4491  19.7676  -0.0005  -0.0131  0.0189
O  6.9247  -1.8311  23.0893  0.0827  -0.0763  0.1081
O  8.0847  -6.038  15.4933  0.0017  -0.0077  -0.0014
O  3.8021  -1.0091  10.9194  0.0133  -0.0203  -0.0634
O  1.1612  -0.8927  11.1083  0.0264  0.0146  -0.0372
O  7.2157  -6.8864  20.1017  -0.0141  -0.021  0.0666
O  8.3378  -0.7436  16.5203  -0.0008  0.0037  0.0143
O  0.2979  2.8514  10.3937  -0.0097  0.0021  -0.0619
O  1.6907  -1.8067  19.7354  -0.0016  -0.0001  0.0346
O  2.6243  -8.9163  14.918  -0.0104  0.0053  0.0052
O  10.9143  -3.3197  20.9695  0.007  0.0089  0.0468
O  10.5418  -2.0119  16.1139  -0.001  -0.0018  0.0095
O  12.2301  -6.6537  15.0064  -0.0085  -0.0112  0.0148
O  5.5966  -4.3225  14.7242  -0.0054  0.0066  0.006
O  9.7007  0.8598  23.0037  0.014  -0.0379  0.0782
O  -0.9055  -2.1199  10.2534  -0.0027  -0.0008  -0.0472
O  3.1209  -4.7883  15.2825  -0.0126  -0.0003  0.0132
O  7.5626  -3.4954  16.2038  -0.016  0.0153  -0.0074
O  6.7964  0.6122  18.2638  -0.002  0.0092  0.0063
O  7.7447  -1.6756  11.5562  -0.0095  0.0024  -0.0254
O  5.438  -3.0621  10.421  0.0028  -0.0214  -0.0605
O  7.3748  0.5277  13.0579  -0.0063  0.0048  -0.0047
O  8.8076  -9.0951  16.9129  0.0064  -0.0056  0.0133
O  -2.2492  -4.1197  11.1093  -0.0086  -0.0238  -0.0402
O  1.4001  -1.3439  7.8832  0.0113  -0.0738  -0.0432
O  9.8528  -4.5326  16.9119  0.0135  0.0092  0.0046
O  3.0168  -1.882  17.2994  -0.0051  -0.0022  0.0192
O  1.9067  -5.1519  12.9169  0.0034  -0.0101  0.0055
O  4.3793  0.268  17.2716  0.0118  0.0075  0.0299
O  5.0942  -0.1072  22.2219  -0.0183  0.0416  0.0257

Results
free energy: -126871.297 eV
free energy less fixed offsets of O -568.88, Si -635.61 eV per atom: -2.817 eV

The program warned: the cutoff lies below the one the program advises for these potential files; the exchange-correlation potential is rough where the density is thin.
